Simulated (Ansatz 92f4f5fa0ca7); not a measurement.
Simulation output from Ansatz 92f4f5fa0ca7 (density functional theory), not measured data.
Periodic cell of 248 atoms, Si164O84, from a study of silicon, its oxide and their interface. The atomic structure is a simulated model.
Doubt: the cutoff is far below the 930 eV that the study's wrapper takes by default for these files, so forces and energies are approximate.
This geometry differs little from another in the collection (a relaxation step or a small displacement).

Settings: functional PBE; potential files Ansatz PAW; basis plane waves; wave-function cutoff 580 eV; density cutoff ratio 5; exchange-correlation grid ratio 1; k mesh 1 x 1 x 1, Gamma-centred; self-consistency stop 5e-08 eV per atom in the density residual; occupations fixed; spin none; net charge 0.

Cell vectors (angstrom)
a	10.938	0	0
b	0	10.938	0
c	0	0	37.6345

Atoms and the computed forces on them: element, x, y, z (angstrom), force x, y, z (eV/angstrom)
Si	0	0	0.683	0.0487	-0.074	-0.0106
Si	5.469	0	0.683	0.0076	-0.0183	-0.0017
Si	2.7345	2.7345	0.683	0.0484	-0.055	0.0005
Si	8.2035	2.7345	0.683	-0.0167	-0.0577	-0.0077
Si	0	5.469	0.683	-0.0244	-0.0152	-0.0065
Si	5.469	5.469	0.683	-0.0186	-0.0483	-0.01
Si	2.7345	8.2035	0.683	-0.0645	0.0132	-0.0059
Si	8.2035	8.2035	0.683	0.0006	-0.013	-0.0023
Si	1.3673	1.3673	2.0503	0.0574	-0.0031	-0.0214
Si	6.8362	1.3673	2.0503	0.1026	-0.0134	-0.0929
Si	4.1018	4.1018	2.0503	0.0862	0.0422	-0.0089
Si	9.5708	4.1018	2.0503	0.0943	0.0071	-0.0776
Si	1.3673	6.8362	2.0503	0.018	0.0281	-0.0428
Si	6.8362	6.8362	2.0503	0.0157	-0.027	-0.0132
Si	4.1018	9.5708	2.0503	0.0479	0.0325	-0.0811
Si	9.5708	9.5708	2.0503	0.1091	-0.0249	-0.0236
Si	2.7345	0	35.583	0.0328	0.0422	0.2275
Si	8.2035	0	35.583	-0.044	-0.0117	-0.2137
Si	0	2.7345	35.583	-0.0711	-0.0028	-0.0812
Si	5.469	2.7345	35.583	-0.0774	-0.0336	0.0107
Si	2.7345	5.469	35.583	-0.0613	0.0415	-0.1572
Si	8.2035	5.469	35.583	-0.1279	-0.0254	0.2298
Si	0	8.2035	35.583	-0.0782	-0.0126	0.0436
Si	5.469	8.2035	35.583	-0.0986	-0.0026	-0.0616
Si	4.1018	1.3673	36.9503	-0.0196	0.0209	0.0129
Si	9.5708	1.3673	36.9503	-0.0127	0.043	-0.0034
Si	1.3673	4.1018	36.9503	-0.0019	0.0387	-0.0039
Si	6.8362	4.1018	36.9503	0.0121	0.0545	0.0088
Si	4.1018	6.8362	36.9503	0.0187	0.026	0.012
Si	9.5708	6.8362	36.9503	0.0291	0.0116	0.0008
Si	1.3673	9.5708	36.9503	0.0198	0.0343	-0.0143
Si	6.8362	9.5708	36.9503	-0.0216	0.043	-0.0066
Si	-0.5504	0.6079	27.3344	0.0043	0.0062	0.0117
Si	5.9146	-0.4192	27.6018	-0.0086	-0.008	0.012
Si	2.2573	3.3242	27.6145	-0.0058	-0.0029	0.0086
Si	8.4657	2.1119	27.474	-0.0069	-0.0068	0.0254
Si	-1.4644	3.9663	28.6611	0.0059	-0.0029	0.0066
Si	5.0499	5.6821	27.6221	0.0134	-0.0168	-0.0145
Si	2.8397	7.8673	27.4572	-0.006	0.011	-0.0128
Si	7.6273	8.8108	27.3032	-0.0024	-0.0123	0.0065
Si	1.2386	1.4645	28.6599	-0.0004	0.0061	0
Si	6.8333	1.2771	28.949	0.0061	0.0104	0.005
Si	3.9085	4.2128	29.049	-0.0033	0.0022	0.0145
Si	11.2624	4.9528	27.4924	-0.0004	-0.0072	0.0058
Si	1.2677	6.7261	28.791	-0.0021	0.0033	0.0046
Si	6.7868	6.9408	28.6003	0.0045	0.015	0.0081
Si	4.0389	9.54	28.6628	0.0022	0.0021	0.0089
Si	9.4671	9.6874	28.5773	-0.0001	-0.0045	0.007
Si	2.6597	0.036	29.9693	0.0006	-0.003	-0.0013
Si	8.239	-0.0443	30.2437	0.0012	-0.0001	0.0127
Si	-0.0941	2.7255	30.1683	-0.0058	-0.0004	0.0076
Si	5.3976	2.739	30.1408	0.0044	-0.0036	-0.001
Si	2.5886	5.5553	30.3703	0.0021	-0.0095	0.0199
Si	8.1561	5.491	29.9446	0.0026	0.0016	0.0006
Si	-0.1131	8.2418	29.955	-0.0033	0.0055	0.0026
Si	5.4059	8.1995	30.1042	0.0037	0.0005	0.0041
Si	4.025	1.3424	31.4501	-0.0006	0.0044	0.0071
Si	9.5598	1.3564	31.5734	-0.0016	-0.0006	-0.0058
Si	1.249	4.0866	31.5812	0.0031	0.0092	-0.0021
Si	6.8086	4.146	31.4162	-0.0024	-0.0004	0.0069
Si	4.0721	6.897	31.5692	-0.0038	-0.0004	0.0012
Si	9.511	6.8449	31.3827	0.0032	-0.0019	0.0017
Si	1.3055	9.5851	31.3638	-0.0013	-0.0034	0.0033
Si	6.7942	9.5313	31.5036	0.0033	0.0026	-0.0059
Si	0.0037	-0.0276	32.8594	-0.0053	0.0036	0.0016
Si	5.4277	-0.0013	32.8315	0.0029	-0.0047	0.0026
Si	2.6909	2.7163	32.8589	-0.0014	0.0029	0.0004
Si	8.1616	2.7696	32.8394	0.0045	-0.0055	0.0015
Si	-0.0849	5.5126	32.8594	0.0051	-0.0059	0.0008
Si	5.4509	5.4719	32.8521	-0.004	0.0017	0.0006
Si	2.6769	8.275	32.8431	0.0063	-0.0038	0.0007
Si	8.1686	8.1639	32.8375	-0.0074	0.001	0.0047
Si	1.3584	1.3422	34.2299	0.0034	-0.0038	0.0034
Si	6.8132	1.3685	34.1995	-0.0031	0.0053	0.0028
Si	4.0877	4.0861	34.2083	0.0017	-0.0031	0.0023
Si	9.5408	4.1078	34.2238	-0.0028	0.0072	0.0032
Si	1.3503	6.8456	34.2038	-0.0023	0.0005	0.0023
Si	6.8251	6.8158	34.2263	0.0043	-0.0011	0.004
Si	4.0842	9.5824	34.2214	-0.0044	0.0014	0.0028
Si	9.5537	9.5417	34.2036	0.0035	-0.0017	0.0039
Si	2.7592	0.0139	3.4165	-0.0011	-0.0012	0
Si	8.2335	0.0187	3.4065	-0.0016	-0.0024	-0.0001
Si	0.0262	2.7537	3.4119	-0.0005	-0.0006	0.0002
Si	5.5046	2.7522	3.4109	-0.0009	-0.0047	-0.0026
Si	2.7479	5.4815	3.4078	0.0001	0.0007	0.0003
Si	8.2146	5.4657	3.4127	0	0.0005	-0.0009
Si	0.0017	8.1942	3.427	0.0019	0.0022	-0.0022
Si	5.4719	8.207	3.4096	0.0025	0.0011	0.0011
Si	4.1541	1.3887	4.7679	0.0053	0.0043	0.0054
Si	9.6113	1.3881	4.7728	0.0044	-0.001	0.0007
Si	1.4093	4.1109	4.7795	-0.0001	-0.0005	0.0049
Si	6.9	4.0811	4.7993	-0.0045	0.002	0.0037
Si	4.1293	6.8193	4.7816	-0.0062	0.0027	0.0011
Si	9.5878	6.7922	4.7995	-0.0011	-0.0015	0.0044
Si	1.4078	9.5558	4.7631	-0.0045	-0.0023	-0.0004
Si	6.881	9.5611	4.736	-0.0016	0.0035	0.0064
Si	0.0711	0.0278	6.0892	0	0.0016	0.0064
Si	5.5648	0.0213	6.0854	-0.0013	-0.0048	0.0004
Si	2.835	2.8028	6.1355	-0.0105	-0.0066	0.0093
Si	8.2947	2.7458	6.2014	-0.0023	-0.002	0.0022
Si	0.0232	5.4125	6.1799	0.0079	0.002	-0.0026
Si	5.5245	5.4529	6.1306	0.011	-0.0011	0.002
Si	2.753	8.1729	6.1456	0.0084	-0.0002	0.0034
Si	8.1938	8.1681	6.119	-0.0062	0.0025	0.0005
Si	1.4858	1.3989	7.4223	0.0143	0.0074	-0.0071
Si	6.9171	1.3634	7.5173	-0.0063	-0.0009	-0.0023
Si	4.2017	4.1516	7.5741	0.0033	-0.017	0.0107
Si	9.6747	4.0535	7.6594	0.0056	-0.0066	0.0089
Si	1.3595	6.7968	7.5286	-0.011	0.0015	0.0001
Si	6.8533	6.7852	7.5315	-0.0116	0.0002	-0.0024
Si	4.2217	9.5563	7.3846	-0.0028	0.0093	-0.0055
Si	9.6082	9.5687	7.3666	-0.001	0.0017	-0.0123
Si	2.9207	0.036	8.6825	-0.0125	-0.0201	-0.0026
Si	8.2058	-0.1586	8.7895	0.0052	0.0173	-0.0076
Si	0.2488	2.6714	8.9727	-0.0051	-0.0044	0.0003
Si	5.6041	2.7317	8.9164	0.0008	0.0112	-0.004
Si	2.7852	5.5291	8.9484	0.0067	0.0044	-0.0087
Si	8.2848	5.5042	8.9484	-0.0001	-0.0006	0.0053
Si	-0.0236	8.253	8.7949	0.0101	-0.0115	0.0033
Si	5.41	8.1549	8.8456	0.034	0.0195	-0.0014
Si	4.1012	1.4315	10.1866	-0.0083	0.0181	-0.019
Si	10.5468	1.0312	10.5588	0.0101	0.0066	-0.0023
Si	1.8881	3.7893	10.2559	-0.0196	0.0037	0.017
Si	6.9917	4.0757	10.2975	-0.0034	-0.0008	-0.0043
Si	3.671	7.3266	10.225	-0.0091	-0.009	0.0342
Si	9.3672	7.1941	10.2378	0.0167	-0.0103	0.0011
Si	1.5093	9.6182	9.9161	-0.0039	0.0155	-0.0104
Si	6.9946	9.3	10.1064	-0.033	-0.0294	-0.0089
O	2.5275	8.4813	10.6166	0.0175	-0.0146	-0.0037
O	8.2887	2.1882	13.6392	-0.0025	-0.0022	0.0033
O	2.9842	2.5944	10.614	-0.009	0.0082	0.011
O	-0.7299	6.6066	11.5512	-0.0035	0.0034	-0.0038
O	0.665	10.7207	10.8766	-0.0032	0.0066	-0.0019
O	6.2763	10.1458	11.3354	0.0086	0.0015	0.0092
O	2.9246	8.5766	14.8382	-0.0001	0.0004	0.0036
O	8.1533	8.2477	10.7015	-0.0081	0.0062	0.0048
O	-1.8277	0.4583	10.0403	-0.0001	-0.0027	0.0011
O	-4.6072	6.6226	17.9532	-0.0009	-0.0003	0.0017
O	8.0171	3.0902	11.1413	0.0016	-0.0009	0.0064
O	10.2573	1.8298	11.9631	-0.001	-0.0019	0.0052
O	-0.1224	0.5284	25.7118	0.0003	-0.0012	-0.0033
O	2.0506	8.3871	26.1083	-0.0018	-0.0005	0.0054
O	10.5439	5.4513	26.0754	-0.0011	0.001	-0.0008
O	3.9932	6.7851	26.973	-0.0072	0.0017	0.0022
O	16.3728	4.6391	26.3951	0.0001	-0.001	0.0056
O	7.7386	2.1019	25.9502	-0.0019	0.001	-0.0118
O	5.6241	11.2885	26.1518	-0.0007	0.0023	-0.0056
O	3.7002	4.6755	24.4193	0.0004	-0.0018	0.004
Si	4.9514	5.8645	17.4369	0.0004	-0.0007	-0.0008
Si	5.1888	12.1262	18.8843	0.0004	-0.0022	0.0007
Si	0.1678	11.5277	18.6794	-0.0004	-0.0017	0.0007
Si	4.639	-1.672	20.9801	-0.0017	0.002	-0.0024
Si	-0.2383	10.6392	24.2969	0.0082	-0.0024	-0.0086
Si	9.0571	2.8565	12.3858	0.0012	0.0048	-0.0021
Si	2.5733	12.7675	14.9484	-0.0002	-0.0013	-0.0033
Si	0.7613	5.615	15.3128	0.0014	-0.0005	-0.0015
Si	-0.0541	4.4549	22.3708	-0.0012	0.002	-0.003
Si	7.1873	10.2333	20.1481	0.0005	-0.0006	-0.0027
Si	9.6578	8.8056	18.726	-0.0014	-0.0009	0.001
Si	2.5388	4.6852	18.9309	0.001	0.0002	0.0006
Si	2.4538	4.0723	13.1093	0.0035	-0.0035	0.0013
Si	3.0088	10.1715	18.5465	-0.0005	-0.0003	0.0008
Si	-3.8238	6.9605	14.177	-0.003	-0.0025	-0.0002
Si	6.5684	-0.6544	22.9882	-0.0009	0.0026	-0.0029
Si	10.1312	6.1744	24.6782	0.002	0.0011	-0.0011
Si	1.6085	8.2523	24.547	0.0022	-0.0013	0.0035
Si	6.9834	1.4676	14.2588	0.0029	0.0025	0.001
Si	3.0148	7.183	22.1403	-0.003	0.0027	-0.003
Si	3.659	9.9722	14.3985	-0.0031	-0.0008	0.0025
Si	0.1808	1.4684	21.6297	-0.0011	-0.0022	-0.0024
Si	5.0469	5.6293	12.3998	-0.003	-0.002	-0.001
Si	13.6922	7.8336	16.2987	0.0004	0.0003	0.0012
Si	5.2348	2.9872	16.3668	-0.0007	0.0014	0.0018
Si	11.6021	6.7305	20.3107	-0.0009	0.001	-0.0005
Si	6.4108	1.4499	25.2244	-0.0076	0.0045	-0.0066
Si	7.4388	7.4771	17.0751	0.0007	-0.0003	0.0028
Si	0.7347	14.0503	16.9435	0.0016	-0.0002	0.002
Si	3.0121	4.3514	22.9957	0.0023	0.0011	0.0009
Si	9.7391	5.8932	12.9579	0.0007	-0.0036	-0.0034
Si	-7.8508	2.3737	21.0069	0.0005	0.0002	-0.0013
Si	8.2127	8.6282	24.9407	-0.0012	-0.0017	-0.0041
Si	4.4257	3.7096	25.4992	0.0014	0.0016	0.0037
Si	6.5767	9.6689	15.2702	-0.0007	0.0009	0.0027
Si	5.1227	11.1146	12.0004	0.0038	-0.0158	0.0172
O	0.4284	7.1605	24.2866	-0.0016	-0.002	0.005
O	5.3007	15.5466	16.4579	0.0004	0.0006	0.0035
O	7.4561	11.0099	14.9806	0.0014	-0.0026	0.0023
O	-0.1088	2.0552	17.9164	0.0006	0.0003	0.0021
O	5.4557	13.3734	17.8883	0.0003	-0.0002	0.0017
O	2.493	3.6488	20.1783	-0.0001	-0.0001	0.003
O	12.7166	11.2466	18.5881	0	-0.0004	0.0031
O	9.8832	5.0207	23.5407	-0.0004	-0.0014	0.005
O	8.2416	6.4716	13.1441	0.0021	-0.001	0.0018
O	6.8998	8.99	16.717	0.0002	0.001	0.0024
O	5.9433	9.1811	20.0139	0.0008	-0.0014	0.0042
O	8.7624	7.079	24.78	0.0004	0.0012	0.0047
O	7.5689	10.4764	21.7136	-0.0001	-0.0001	0.0071
O	-0.3569	11.7207	20.2319	0.0004	0.0003	0.0034
O	1.4502	6.8298	16.1919	0	-0.0001	0.0018
O	6.4191	2.4933	15.3794	0.0009	0.0012	0.0024
O	4.3506	7.7656	21.4641	0.0057	-0.0019	0.0019
O	3.1945	2.9513	26.2794	0.0026	-0.002	-0.0085
O	-0.2922	-3.0697	19.6358	-0.001	-0.0004	0.0031
O	10.9639	4.466	16.2737	-0.0007	0.0003	0.0024
O	1.9226	4.9028	14.4072	-0.0034	0.0024	0.0067
O	5.3677	2.6085	24.7928	0.001	-0.0013	0.0083
O	1.0906	9.7192	24.0803	-0.0041	0.0038	0.0079
O	2.6459	0.222	14.8248	0.0003	-0.0001	0.0033
O	8.482	9.5123	19.5629	0.0015	-0.0018	0.0024
O	10.8236	5.5741	21.1711	0.0007	-0.0009	0.0044
O	6.9487	8.9628	23.9155	-0.0008	0.0001	0.0044
O	5.756	6.1788	13.752	0.0008	0.0015	0.0072
O	1.3895	4.2462	23.1227	0.0006	-0.0011	0.005
O	6.112	4.976	11.3572	0.0044	-0.0037	-0.0044
O	14.9759	16.2326	18.6758	-0.0015	-0.001	0.0031
O	1.8201	1.4498	21.4725	0.0003	0.0001	0.0044
O	4.3512	10.9782	18.0559	-0.0005	0.0003	0.0038
O	-0.3007	6.285	14.2618	0.0008	0	0.0045
O	5.0175	10.1138	15.2827	0.0001	0.002	-0.0008
O	12.4623	5.9428	19.1627	0.0005	-0.0007	0.0039
O	-0.5109	-0.8086	18.0782	0.0003	0.0001	0.0033
O	7.601	6.6142	15.693	0.0005	-0.0011	0.0025
O	8.9213	-3.2181	17.7273	0.0002	0.0006	0.0033
O	4.2796	6.8745	11.6851	-0.0011	0.0037	-0.0065
O	5.8595	12.111	13.0932	-0.004	0.0024	-0.0011
O	9.3839	9.6824	24.4649	-0.0003	-0.0011	0.0062
O	4.0508	10.1373	12.8123	0.003	0.0029	-0.0048
O	2.4743	2.4794	13.459	0.001	0.0007	0.0029
O	2.0441	14.7038	17.6797	-0.0011	-0.0001	0.0019
O	1.1969	13.0838	15.7329	-0.0005	0.0007	0.0035
O	1.6529	18.4893	21.3178	-0.0012	-0.0011	0.0028
O	-0.4457	2.9883	21.7618	0	-0.0004	0.005
O	3.9994	4.483	12.8372	0.0005	-0.0015	0.0019
O	6.8103	0.6946	23.8512	0.0004	-0.0026	0.0042
O	3.8319	2.4498	15.7613	-0.0023	-0.001	0.0021
O	3.332	-1.2071	20.1026	-0.0005	0	0.0021
O	3.6976	3.0044	22.3842	0.0001	-0.001	0.0029
O	2.6291	8.9298	17.5347	-0.0002	-0.0013	0.0023
O	5.0487	-0.786	22.3249	0.001	-0.0013	0.0064
O	1.5303	4.3641	11.7825	0.0054	-0.0059	-0.0157
O	3.3135	5.6038	22.0295	-0.0009	-0.0068	0.0032
O	4.274	1.6286	20.1817	-0.0008	0.0005	0.0032
O	4.0975	6.9538	16.5729	-0.0003	-0.0008	0.0025
O	-4.2779	11.5994	19.3984	0	-0.0001	0.0041
O	-0.3056	0.6586	22.9713	0.0001	-0.0004	0.0068
O	-4.0672	8.5752	14.0876	-0.0006	0.0019	0.001
O	9.7139	4.2719	12.8351	-0.0009	0.0019	0.0015
O	2.8813	7.7803	23.6515	-0.0006	0.0037	0.0096

Results
free energy: -152029.508 eV
free energy less fixed offsets of O -568.88, Si -635.61 eV per atom: -3.548 eV

The program warned: the cutoff lies below the one the program advises for these potential files; the forces do not sum to zero within the program's tolerance; the exchange-correlation potential is rough where the density is thin.
